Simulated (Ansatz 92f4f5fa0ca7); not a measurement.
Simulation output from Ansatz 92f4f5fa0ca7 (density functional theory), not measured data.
Periodic cell of 363 atoms, Si241O122, from a study of silicon, its oxide and their interface. The atomic structure is a simulated model.
Doubt: the cutoff is far below the 930 eV that the study's wrapper takes by default for these files, so forces and energies are approximate.
This geometry differs little from another in the collection (a relaxation step or a small displacement).

Settings
functional: PBE
potential files: Ansatz PAW
basis: plane waves
wave-function cutoff: 580 eV
density cutoff ratio: 5
exchange-correlation grid ratio: 1
k mesh: 1 x 1 x 1, Gamma-centred
self-consistency stop: 5e-08 eV per atom in the density residual
occupations: fixed
spin: none
net charge: 0

Cell vectors (angstrom)
a	11.6015	0	0
b	0	13.3963	0
c	0	0	41.0199

Atoms: element, x, y, z (angstrom)
Si	0	2.2327	1.1851
Si	3.8672	2.2327	1.1851
Si	7.7343	2.2327	1.1851
Si	1.9336	5.5818	1.1851
Si	5.8008	5.5818	1.1851
Si	9.6679	5.5818	1.1851
Si	0	8.9308	1.1851
Si	3.8672	8.9308	1.1851
Si	7.7343	8.9308	1.1851
Si	1.9336	12.2799	1.1851
Si	5.8008	12.2799	1.1851
Si	9.6679	12.2799	1.1851
Si	1.9336	1.1164	1.9745
Si	5.8008	1.1164	1.9745
Si	9.6679	1.1164	1.9745
Si	0	4.4654	1.9745
Si	3.8672	4.4654	1.9745
Si	7.7343	4.4654	1.9745
Si	1.9336	7.8145	1.9745
Si	5.8008	7.8145	1.9745
Si	9.6679	7.8145	1.9745
Si	0	11.1635	1.9745
Si	3.8672	11.1635	1.9745
Si	7.7343	11.1635	1.9745
Si	1.9336	1.1164	4.3426
Si	5.8008	1.1164	4.3426
Si	9.6679	1.1164	4.3426
Si	0	4.4654	4.3426
Si	3.8672	4.4654	4.3426
Si	7.7343	4.4654	4.3426
Si	1.9336	7.8145	4.3426
Si	5.8008	7.8145	4.3426
Si	9.6679	7.8145	4.3426
Si	0	11.1635	4.3426
Si	3.8672	11.1635	4.3426
Si	7.7343	11.1635	4.3426
Si	0	0	36.6794
Si	3.8672	0	36.6794
Si	7.7343	0	36.6794
Si	1.9336	3.3491	36.6794
Si	5.8008	3.3491	36.6794
Si	9.6679	3.3491	36.6794
Si	0	6.6981	36.6794
Si	3.8672	6.6981	36.6794
Si	7.7343	6.6981	36.6794
Si	1.9336	10.0472	36.6794
Si	5.8008	10.0472	36.6794
Si	9.6679	10.0472	36.6794
Si	0	0	39.0475
Si	3.8672	0	39.0475
Si	7.7343	0	39.0475
Si	1.9336	3.3491	39.0475
Si	5.8008	3.3491	39.0475
Si	9.6679	3.3491	39.0475
Si	0	6.6981	39.0475
Si	3.8672	6.6981	39.0475
Si	7.7343	6.6981	39.0475
Si	1.9336	10.0472	39.0475
Si	5.8008	10.0472	39.0475
Si	9.6679	10.0472	39.0475
Si	0	2.2327	39.8369
Si	3.8672	2.2327	39.8369
Si	7.7343	2.2327	39.8369
Si	1.9336	5.5818	39.8369
Si	5.8008	5.5818	39.8369
Si	9.6679	5.5818	39.8369
Si	0	8.9308	39.8369
Si	3.8672	8.9308	39.8369
Si	7.7343	8.9308	39.8369
Si	1.9336	12.2799	39.8369
Si	5.8008	12.2799	39.8369
Si	9.6679	12.2799	39.8369
Si	0.0205	-0.0321	28.8843
Si	4.4835	-0.5075	30.4776
Si	7.6483	0.3387	28.8215
Si	1.5578	3.2597	29.4413
Si	5.8907	5.4521	30.4558
Si	9.6138	3.3756	29.7296
Si	0.1886	6.7165	29.7239
Si	4.0402	6.3892	29.4234
Si	9.8067	5.5833	30.3863
Si	1.9637	9.8105	29.6363
Si	6.1344	9.3693	28.855
Si	9.8084	9.5104	29.8643
Si	-0.1801	2.3826	30.6987
Si	4.141	1.8695	30.4427
Si	7.6648	2.2152	30.2707
Si	2.0534	5.419	30.2721
Si	5.7629	3.3312	29.5465
Si	7.8466	6.3831	29.5043
Si	0.191	8.7712	30.8285
Si	4.0269	8.6829	29.9503
Si	7.7604	8.5819	30.3291
Si	2.272	12.0579	30.3431
Si	5.1532	12.2888	28.3312
Si	9.5312	11.7626	30.2328
Si	-0.0089	2.2489	32.9744
Si	3.862	2.2147	32.7714
Si	7.6724	2.1498	32.672
Si	1.9748	5.5298	32.6821
Si	5.8453	5.5383	32.7932
Si	9.6969	5.5427	32.7519
Si	0.0357	8.8778	33.0796
Si	3.9197	8.8666	32.5009
Si	7.7066	8.8585	32.6909
Si	1.8178	12.2248	32.6812
Si	5.6088	12.3063	32.5812
Si	9.6369	12.2424	32.6039
Si	1.9376	1.0531	33.544
Si	5.7607	1.0674	33.5498
Si	9.6205	1.0593	33.5027
Si	0.0349	4.4997	33.5948
Si	3.8839	4.4402	33.539
Si	7.7681	4.3856	33.5114
Si	2.0367	7.7543	33.5206
Si	5.7848	7.7876	33.5118
Si	9.6308	7.7663	33.5806
Si	-0.0838	11.1677	33.5724
Si	3.7841	11.0929	33.4497
Si	7.6398	11.1635	33.3433
Si	1.939	1.1041	35.9014
Si	5.8034	1.109	35.9066
Si	9.6536	1.1035	35.8789
Si	0.0066	4.4796	35.9351
Si	3.8671	4.4653	35.901
Si	7.7409	4.4543	35.8838
Si	1.9647	7.8026	35.8915
Si	5.7922	7.8167	35.8877
Si	9.6557	7.8073	35.9252
Si	-0.0078	11.1751	35.9179
Si	3.8589	11.1421	35.8532
Si	7.7125	11.1678	35.7983
Si	0.0087	0.003	5.1746
Si	3.8687	0.0004	5.1662
Si	7.746	0.0005	5.1609
Si	1.9305	3.3443	5.1118
Si	5.7984	3.3566	5.0698
Si	9.652	3.351	5.1433
Si	-0.0091	6.7104	5.1153
Si	3.8742	6.7037	5.1027
Si	7.7345	6.7049	5.1132
Si	1.9313	10.0585	5.169
Si	5.806	10.0503	5.1408
Si	9.6787	10.0491	5.1582
Si	0.0462	0.0441	7.58
Si	3.9008	0.0298	7.5615
Si	7.7815	0.0035	7.5503
Si	1.8834	3.3588	7.4635
Si	5.7684	3.3748	7.3992
Si	9.5866	3.3882	7.5204
Si	-0.0273	6.7552	7.4714
Si	3.8902	6.7386	7.4503
Si	7.7269	6.7456	7.4684
Si	1.9531	10.1059	7.5706
Si	5.837	10.0794	7.5174
Si	9.7268	10.0705	7.5505
Si	-0.0731	2.3158	8.2937
Si	3.8455	2.3019	8.2506
Si	7.6356	2.2414	8.2951
Si	1.9217	5.6232	8.0958
Si	5.8139	5.596	8.2356
Si	9.6408	5.6413	8.2737
Si	0.0529	8.9441	8.406
Si	3.8986	8.9605	8.2803
Si	7.781	8.9635	8.3064
Si	1.9884	12.3407	8.4577
Si	5.8555	12.3061	8.3438
Si	9.7408	12.2952	8.3777
Si	-0.1356	2.6071	10.6542
Si	4.3883	2.6369	10.5295
Si	6.8023	2.5986	10.4905
Si	1.9014	5.6669	10.3951
Si	5.8195	5.7424	10.5906
Si	9.5929	5.6574	10.64
Si	0.1371	8.8486	10.8409
Si	3.9404	8.888	10.6349
Si	7.8674	8.8961	10.676
Si	2.1201	12.224	10.8832
Si	5.9815	12.0104	10.705
Si	9.8949	12.0976	10.7548
Si	2.2763	0.9188	11.9969
Si	6.7318	1.1525	12.2747
Si	9.7373	0.579	12.0964
Si	-0.0075	4.7924	11.3737
Si	3.8212	4.7575	11.2927
Si	7.6665	4.5451	11.4275
Si	2.1186	7.7072	11.4529
Si	5.8982	7.8779	11.3755
Si	9.729	7.8159	11.5666
Si	0.2375	11.0508	11.6429
Si	4.034	11.0214	11.4858
Si	7.9612	11.0359	11.5169
O	10.6254	0.3528	13.4569
O	11.6617	5.1366	12.9945
O	1.9636	1.1069	13.6083
O	8.0451	11.0385	13.1959
O	3.5984	4.9037	12.952
O	6.0311	1.6201	13.6613
O	7.8646	4.2361	13.0627
O	12.0052	11.0548	13.3056
O	5.9207	7.6938	13.0266
O	9.6039	7.8773	13.234
O	4.1653	11.0262	13.1543
O	2.4642	7.3628	13.0701
O	11.8854	7.2478	28.1252
O	3.9515	-1.3726	27.2315
O	5.5853	3.6487	27.8954
O	6.7596	8.6511	27.4868
O	8.7131	14.0284	27.6299
O	1.0157	3.251	27.8745
O	6.4733	11.5883	23.5168
O	8.0575	6.0223	27.8762
O	4.3499	6.054	27.7858
O	1.3287	9.7153	28.0771
O	10.1973	9.323	28.2494
O	9.8141	3.0411	28.0948
Si	3.1797	6.4301	20.8485
Si	10.5092	4.1965	19.0262
Si	10.1395	0.0666	15.003
Si	5.5054	10.3513	23.9835
Si	7.681	11.5971	14.6977
Si	7.5902	8.8851	16.2477
Si	2.85	1.0505	14.981
Si	4.2919	1.1325	23.9413
Si	1.9897	0.2651	17.747
Si	0.3517	6.7855	19.7286
Si	5.5152	2.2796	15.0414
Si	2.084	3.0164	23.7087
Si	1.6287	3.7762	26.4607
Si	4.5439	11.7003	14.587
Si	6.0037	12.3132	19.4083
Si	6.4083	-0.5192	22.5183
Si	8.5651	1.7251	22.3687
Si	5.8841	7.1263	14.5498
Si	6.0284	1.8103	17.9542
Si	11.7236	10.8106	14.8968
Si	3.4966	12.1297	25.6514
Si	7.7278	3.4506	19.8228
Si	9.1881	3.4195	24.8479
Si	12.185	11.9477	24.414
Si	3.0822	6.1057	13.9536
Si	11.4208	0.3499	22.0112
Si	10.5476	9.5635	19.7397
Si	10.1345	3.1704	16.0388
Si	7.4874	4.4794	14.6373
Si	10.1203	8.0065	14.7849
Si	7.3988	9.6931	19.1852
Si	0.3592	12.098	19.545
Si	3.5671	2.3112	19.4705
Si	11.6289	8.8	27.6385
Si	-1.3051	9.8427	25.253
Si	11.228	5.546	25.1588
Si	5.1012	4.0907	21.1284
Si	12.6029	2.831	20.9183
Si	8.485	5.9697	26.2992
Si	7.4065	8.7372	25.9758
Si	4.9161	8.9921	21.1585
Si	4.6348	4.6405	26.9896
Si	4.8025	4.0119	24.1591
Si	9.9112	1.6513	27.2279
Si	3.2107	10.8009	19.42
Si	2.7515	10.7688	16.6648
Si	12.4996	6.8261	22.5562
Si	0.2745	5.3649	14.5926
Si	11.6367	9.6054	22.7107
O	4.3685	6.5722	14.8546
O	2.641	-1.1168	17.2371
O	5.4399	4.4089	22.707
O	6.0848	14.8913	16.3588
O	11.24	3.345	20.2119
O	6.1203	12.0551	14.7241
O	10.5359	4.2458	24.4501
O	12.5271	10.8428	23.2662
O	2.0156	6.8074	19.7213
O	8.9825	4.4495	19.5494
O	5.1331	9.4213	22.7081
O	11.8611	-0.1055	23.5287
O	3.6306	9.828	20.6302
O	10.0836	6.2798	26.0633
O	10.3912	3.3481	17.64
O	8.6221	12.8598	15.1377
O	11.091	10.8648	18.8876
O	13.4714	12.1144	25.418
O	3.723	13.0806	14.8411
O	5.1579	2.4308	24.4305
O	11.0898	6.7191	15.0905
O	6.1079	13.7796	18.7299
O	13.7886	3.1348	19.8249
O	2.965	0.8852	18.9132
O	2.9007	9.9078	18.0521
O	8.2106	4.4703	25.6669
O	7.086	11.2556	18.7828
O	11.3444	4.0029	15.3168
O	3.1868	4.1889	23.9794
O	8.4336	2.8884	23.5116
O	10.8576	11.4128	25.257
O	10.3626	9.3197	23.7047
O	7.2975	8.7873	17.8396
O	4.4894	11.7839	19.1859
O	8.7226	3.8757	15.54
O	1.8688	11.5815	19.9233
O	12.4995	5.187	26.111
O	11.5101	6.4771	21.2881
O	8.0493	2.3086	20.9448
O	11.4202	8.9366	26.0392
O	10.8089	9.4679	15.0202
O	5.2662	4.8778	25.4786
O	10.1855	1.5407	15.7527
O	2.3844	6.2285	22.2694
O	11.1155	12.2224	15.5218
O	4.5151	2.549	20.8316
O	11.1741	12.5614	20.9104
O	2.8555	1.6255	23.3415
O	3.8864	2.3088	15.0641
O	12.7326	8.4263	22.6205
O	6.2968	9.2072	20.2983
O	10.1043	1.2619	22.2211
O	11.3014	0.7928	27.5015
O	4.0769	0.1917	25.2352
O	12.79	3.4993	22.4217
O	4.1735	10.9446	24.7419
O	8.8755	7.9569	15.8402
O	7.0994	6.0533	14.8103
O	7.9107	10.4125	15.7882
O	1.9127	1.1357	16.3433
O	6.2189	8.3667	15.5403
O	12.56	1.2415	21.2566
O	6.4905	4.3638	20.3387
O	6.3819	12.3878	20.9836
O	3.2126	3.8921	26.7683
O	8.7792	9.6461	25.8278
O	1.3394	2.7995	25.1631
O	11.8111	6.4277	23.9478
O	11.2903	8.1953	19.2133
O	6.2951	9.3961	25.0152
O	7.6929	7.1833	25.5327
O	3.9549	5.0508	20.4939
O	10.9781	9.8336	21.269
O	6.0861	3.7904	15.0915
O	7.6915	0.4266	22.8124
O	7.3153	2.6973	18.427
O	1.874	5.5546	14.9136
O	0.5328	13.3202	18.4391
O	4.0976	10.6438	15.7565
O	11.3274	5.5957	18.7919
O	4.4279	7.455	21.027
O	5.0278	0.3001	22.7699
O	1.4675	10.4279	15.735
O	8.9254	9.4915	19.7158
O	9.6767	2.1021	25.6877
O	4.6454	2.6734	18.2731
O	8.102	-0.9866	29.6904
O	15.3389	14.9692	11.645
O	13.1805	-0.4555	29.0801
O	10.6799	12.0542	29.0655
O	-3.3748	-12.7215	12.6965
O	11.1597	14.2126	30.1987
O	17.4334	13.3007	11.7397
O	12.7638	15.188	11.204
O	6.2487	0.0777	27.9765
O	10.0908	1.9939	11.3467
O	2.8076	2.1906	29.4988
O	6.0461	10.9262	28.3869

Results
free energy: -222583.011 eV
free energy less fixed offsets of O -568.88, Si -635.61 eV per atom: 2.359 eV

Forces (eV/angstrom), in the order of the atoms: element, x, y, z
Si	0.0011	0.0123	0.0134
Si	-0.0048	0.0049	0.0245
Si	-0.0039	0.0082	0.0303
Si	0.01	-0.0252	0.0076
Si	0.0097	-0.0206	-0.0124
Si	-0.0007	-0.0093	-0.006
Si	-0.0239	0.0126	0.012
Si	0.0156	-0.0002	0.0024
Si	-0.0061	-0.0199	-0.019
Si	-0.0102	0.0059	-0.0008
Si	-0.0033	0.0057	0.0095
Si	0.0021	-0.0099	0.0083
Si	0.0064	-0.0521	-0.0018
Si	0.011	-0.0661	-0.0026
Si	0.0341	-0.0133	-0.0021
Si	-0.0439	0.0101	-0.0119
Si	-0.0378	0.0276	0.0032
Si	0.0148	0.0382	0.0068
Si	-0.005	0.0414	-0.0191
Si	0.0172	0.0266	0.0047
Si	-0.0153	0.0441	0.0013
Si	0.0124	0.014	0.0125
Si	-0.0094	-0.0037	0.001
Si	0.0336	-0.0073	-0.0021
Si	0.0236	-0.1143	0.0722
Si	0.0359	-0.1446	0.1158
Si	0.0764	-0.0271	0.2055
Si	-0.1203	0.0228	0.0825
Si	-0.108	0.0505	-0.199
Si	0.065	0.085	-0.195
Si	-0.018	0.1776	0.0905
Si	0.0601	0.1173	-0.1422
Si	-0.0438	0.1458	-0.1098
Si	0.0481	0.0785	0.17
Si	-0.0162	0.0436	0.1911
Si	0.1008	0.0255	0.1663
Si	-0.0895	0.0865	0.1092
Si	0.0278	-0.2185	-0.0453
Si	-0.0381	-0.208	-0.0319
Si	0.07	-0.0802	0.0589
Si	0.0284	-0.0313	-0.0239
Si	0.0002	-0.1314	-0.0246
Si	0.1359	0.1477	0.0859
Si	0.1365	-0.0736	0.2672
Si	-0.1828	-0.1131	0.0271
Si	0.0188	-0.0555	-0.0898
Si	-0.0018	0.0676	-0.2282
Si	-0.2694	0.1335	-0.1998
Si	-0.0269	0.0614	0.0049
Si	0.0105	-0.0735	0.0041
Si	-0.0015	-0.0817	-0.0024
Si	0.0065	-0.0199	0.0137
Si	0.0105	0.015	0.0104
Si	0.0165	-0.0225	0.0103
Si	0.037	0.073	0.0024
Si	0.0592	-0.0246	-0.0097
Si	-0.0653	-0.0455	0.004
Si	-0.0037	-0.0186	-0.0071
Si	0.0157	0.0352	-0.0001
Si	-0.1077	0.033	0.0191
Si	0.0028	-0.0126	0.0198
Si	-0.0005	0.0047	-0.024
Si	-0.0015	-0.0015	-0.0293
Si	-0.0047	0.0208	-0.008
Si	-0.012	0.0262	0.0498
Si	-0.0005	0.0124	-0.0336
Si	0.0202	-0.0185	-0.0127
Si	-0.0062	-0.0147	-0.0121
Si	0.0091	0.0135	-0.0041
Si	0.0038	0.0004	-0.0186
Si	0.0051	-0.0022	0.0173
Si	-0.0004	0.0086	0.0075
Si	-0.0184	0.0354	-0.0314
Si	0.059	-0.0286	0.0263
Si	0.0615	0.0693	-0.002
Si	0.0181	0.0216	-0.0524
Si	0.0069	0.0172	0.0066
Si	-0.0244	-0.0742	-0.1213
Si	0.0075	0.0674	-0.1399
Si	0.0385	0.0004	-0.1463
Si	0.0477	0.0569	0.0652
Si	-0.0478	-0.0252	-0.1209
Si	0.0325	0.0158	-0.085
Si	0.0349	-0.0362	-0.1034
Si	-0.0345	0.0292	0.0136
Si	-0.082	0.0458	-0.064
Si	-0.0649	-0.0294	0.0715
Si	0.0086	-0.0638	0.0076
Si	-0.0553	-0.014	-0.1251
Si	-0.0495	-0.0366	-0.2147
Si	0.0399	-0.0162	0.0454
Si	0.0216	0.0859	0.037
Si	-0.0111	0.03	0.0436
Si	0.0052	0.0168	-0.0489
Si	0.0067	-0.0558	0.0066
Si	-0.1366	0.0417	0.0522
Si	0.0115	-0.0139	0.0135
Si	0.0015	-0.0077	-0.0548
Si	0.0449	0.0179	-0.0215
Si	-0.0114	-0.001	-0.0279
Si	-0.0155	-0.0003	0.0101
Si	-0.0053	0.0025	0.0091
Si	-0.0211	-0.0178	-0.0078
Si	-0.0152	-0.008	-0.0393
Si	0.0203	0.0088	-0.0273
Si	0.0124	0.0597	-0.0374
Si	0.004	0.0315	-0.0474
Si	-0.0081	-0.0077	-0.0706
Si	0.0277	0.0046	-0.0235
Si	0.0227	0.013	0.0126
Si	-0.0082	0.0019	0.0165
Si	-0.0024	0.0102	-0.015
Si	0.0104	-0.0112	-0.0145
Si	-0.0302	-0.0065	-0.0007
Si	0.0249	0.0008	0.0146
Si	0.0103	0.0169	-0.0118
Si	0.0003	-0.0109	-0.0061
Si	-0.0244	-0.0146	0.0089
Si	-0.0163	-0.021	0.0016
Si	-0.0188	0.0049	-0.0319
Si	0.0031	-0.0045	-0.0089
Si	0.0135	-0.0035	-0.0002
Si	-0.0112	0.0016	-0.0027
Si	-0.0068	0.0204	-0.0031
Si	-0.0091	0.0077	-0.0135
Si	0.0193	-0.0077	-0.0014
Si	0.0207	-0.0265	-0.0126
Si	0.0017	0.0028	-0.0099
Si	-0.0056	-0.0128	-0.0128
Si	0.0087	0.0124	0.0184
Si	-0.0229	-0.0037	-0.0257
Si	0.005	0.0045	-0.0123
Si	-0.0025	0.0089	0.0017
Si	0.0019	0.0079	0.0028
Si	-0.0018	-0.0006	-0.0264
Si	-0.001	-0.0151	-0.0056
Si	-0.0032	0.0201	0.0175
Si	-0.0148	-0.001	0.0123
Si	-0.0053	-0.0029	-0.0017
Si	0.0105	0.0043	0.0002
Si	-0.003	-0.0009	0.0057
Si	0.0059	0.0015	0.0144
Si	-0.0041	0.0043	0.0093
Si	0.0053	0.0045	0.0087
Si	0.0149	-0.0257	0.0157
Si	-0.0033	-0.0207	0.0138
Si	0.0228	-0.026	-0.0239
Si	-0.0112	0.0129	0.002
Si	0.0061	-0.0025	0.003
Si	-0.0108	0.0136	0.018
Si	0.0029	0.0264	-0.0041
Si	0.0205	-0.0031	0.0114
Si	0.0251	0.0041	0.0138
Si	-0.0039	0.0282	-0.0063
Si	0.0089	0.0095	-0.0078
Si	0.0174	-0.0017	-0.0055
Si	-0.0107	0.0123	0.0252
Si	0.0027	-0.0066	0.0511
Si	-0.0111	0.0005	0.0234
Si	0.0164	0.0098	0.0165
Si	0.0093	0.0266	-0.0356
Si	0.0137	-0.0043	0.012
Si	0.0059	0.0025	0.0344
Si	0.0277	0.0101	-0.0147
Si	-0.0214	-0.0035	-0.0098
Si	-0.0026	-0.007	-0.0028
Si	0.0044	-0.0081	0.0088
Si	-0.0146	0.0153	0.0045
Si	0.0995	-0.056	0.0663
Si	-0.1252	-0.0673	0.034
Si	0.0439	-0.0417	-0.0619
Si	0.0121	-0.0099	-0.0549
Si	0.0033	0.0066	0.001
Si	-0.0337	0.0172	-0.1079
Si	0.0053	-0.0191	-0.048
Si	0.0018	-0.0118	-0.0495
Si	-0.0687	0.0233	-0.0982
Si	0.0535	0.0486	-0.0521
Si	0.0081	-0.0048	0.1006
Si	0.0497	0.0208	-0.0562
Si	-0.0678	0.0523	-0.0418
Si	0.0145	-0.0761	0.2351
Si	-0.0211	-0.0246	0.0622
Si	0.0033	0.0479	0.1857
Si	0.0087	0.033	0.2303
Si	0.0087	-0.0813	0.1584
Si	0.0137	-0.0654	0.1658
Si	0.0367	0.0053	0.266
Si	-0.0302	0.0326	0.2334
Si	0.0472	0.0005	0.1565
Si	-0.0301	-0.0111	0.1918
Si	0.05	-0.0027	0.2153
O	-0.0507	0.0042	-0.1257
O	-0.0134	-0.0183	-0.1111
O	-0.0132	-0.0157	-0.1244
O	-0.0093	-0.0066	-0.1235
O	0.0361	-0.0417	-0.1234
O	0.0575	-0.04	-0.1708
O	-0.0403	0.0576	-0.1511
O	-0.0104	-0.0105	-0.1746
O	0.011	0.0434	-0.1108
O	-0.0148	-0.0163	-0.2265
O	-0.0029	0.0122	-0.1144
O	-0.0639	0.081	-0.148
O	-0.0149	-0.0363	0.1598
O	0.0085	0.0159	0.0668
O	0.0293	-0.0345	0.1202
O	-0.0438	0.0151	0.1206
O	0.0129	-0.0047	-0.0011
O	0.0118	-0.0014	0.1073
O	0.0047	-0.011	0.0035
O	-0.0498	0.0111	0.1416
O	-0.0512	0.0675	0.1303
O	0.0359	0.0324	0.1104
O	0.0088	-0.0227	0.0102
O	0.021	0.0264	0.0596
Si	-0.0782	0.0473	0.0358
Si	0.0123	-0.0172	-0.0766
Si	-0.0531	0.0586	0.1177
Si	0.0097	0.0216	0.0248
Si	-0.0604	-0.0412	0.0533
Si	-0.0205	-0.0312	-0.0293
Si	0.0652	0.0084	0.1181
Si	0.0022	0.0018	-0.0166
Si	0.0002	-0.0489	-0.0573
Si	-0.0499	0.0088	0.0272
Si	-0.0278	-0.0092	0.0529
Si	0.0344	-0.0123	-0.0244
Si	-0.0256	0.0561	-0.1211
Si	0.0351	-0.0089	0.0649
Si	-0.0051	0.0096	-0.0154
Si	-0.0309	0.012	0.0242
Si	-0.0057	0.0534	0.0511
Si	0.0514	0.0635	0.0654
Si	0.0186	0.003	-0.0089
Si	0.0174	0.0134	0.114
Si	0.0217	0.0334	-0.1415
Si	0.0002	-0.0363	-0.026
Si	0.0328	0.075	-0.0565
Si	-0.0225	-0.066	-0.0692
Si	0.0093	-0.04	-0.0376
Si	0.0175	-0.049	0.0425
Si	0.0474	0.0081	0.0369
Si	0.024	-0.0098	0.0234
Si	-0.0159	0.0665	0.0899
Si	-0.0384	0.0013	0.0863
Si	-0.031	-0.026	-0.0853
Si	0.0272	0.0198	-0.0554
Si	0.0359	-0.0445	-0.0472
Si	-0.0221	-0.0295	-0.0442
Si	-0.0504	0.0739	-0.1304
Si	-0.062	-0.0351	-0.0766
Si	0.0292	-0.0545	0.0429
Si	-0.0214	0.0051	0.0228
Si	0.0825	0.0041	-0.071
Si	0.0089	0.0592	-0.0556
Si	0.0126	0.0739	0.0021
Si	0.0114	-0.0201	-0.0314
Si	-0.0403	-0.0854	-0.0425
Si	-0.0955	0.1095	-0.1
Si	-0.0134	0.0001	-0.1063
Si	0.0136	0.0228	-0.018
Si	-0.0365	0.0226	0.073
Si	-0.0379	-0.0671	0.1052
Si	-0.0175	0.0299	0.017
O	-0.0526	0.0103	-0.0617
O	0.0201	0.0071	0.0859
O	0.0012	0.0097	-0.0196
O	0.002	-0.0109	-0.0403
O	0.0235	0.0024	0.0216
O	0.0265	-0.046	-0.0796
O	-0.0025	-0.0069	0.0407
O	0.0074	0.0168	0.0044
O	0.0427	-0.0128	-0.0242
O	-0.0316	0.0095	0.027
O	-0.0105	-0.0245	-0.0089
O	-0.0167	0.002	-0.0295
O	-0.0005	-0.0058	0.0099
O	-0.0008	-0.0031	0.0699
O	0.0106	0.0211	0.0461
O	-0.0086	-0.0209	-0.0602
O	-0.0147	-0.0008	0.0075
O	0.0209	0.0135	0.0771
O	0.0082	-0.0175	-0.0485
O	-0.0055	0.0395	0.0033
O	0.007	-0.0046	-0.0535
O	-0.0071	-0.019	-0.0007
O	-0.0004	0.0167	-0.002
O	0.0168	0.0584	0.0225
O	0.0207	0.0247	0.0206
O	-0.0251	0.0223	0.0465
O	-0.0042	0.0063	0.0104
O	0.0451	0.0281	-0.0605
O	0.0221	0.0253	-0.0003
O	-0.0081	-0.0128	-0.0267
O	-0.0088	-0.0191	0.0329
O	0.0067	0.0067	0.0416
O	-0.006	0.0188	0.0376
O	0.0018	0.0036	0.0237
O	-0.0685	0.0272	-0.0627
O	-0.0097	-0.0118	0.0459
O	0.0253	0.0031	0.065
O	0.0049	0.0006	-0.0145
O	-0.0055	-0.0009	-0.0192
O	0.0443	-0.0208	0.0502
O	-0.0028	0.0164	-0.0419
O	-0.007	0.0059	0.0694
O	0.0115	-0.0648	-0.0603
O	0.0324	-0.0088	-0.034
O	0.0269	-0.0246	-0.0842
O	-0.0211	0.035	0.0102
O	-0.0125	0.0111	0.0069
O	-0.001	0.0173	0.0143
O	-0.0105	-0.0054	-0.0478
O	0.0081	-0.0033	-0.0109
O	-0.0019	-0.0302	0.0331
O	-0.0017	-0.0138	-0.0078
O	0.0303	-0.0221	0.0077
O	-0.0016	-0.0134	0.0358
O	0.0064	-0.0161	-0.0058
O	-0.0061	0.0047	0.0275
O	0.066	-0.0014	-0.0411
O	0.0145	-0.0312	-0.0771
O	0.0066	0.1003	-0.0615
O	0.0138	-0.0103	-0.0111
O	-0.0454	-0.078	-0.1233
O	0.0153	-0.0051	-0.0093
O	-0.0116	0.0336	-0.0032
O	0.0161	-0.0041	0.0131
O	0.0174	-0.0011	0.0284
O	0.0171	0.0013	0.0527
O	0.0031	0.0037	0.0684
O	0.0311	-0.0123	-0.0224
O	0.0114	-0.0098	-0.0274
O	-0.0194	0.0009	0.0091
O	-0.0283	-0.0356	0.062
O	-0.0066	-0.0003	-0.0301
O	-0.0062	0.0111	-0.0119
O	0.0219	-0.0235	-0.0469
O	0.0055	-0.0217	-0.0092
O	-0.0083	0.0134	0.0181
O	0.0661	0.0193	-0.0711
O	-0.0179	-0.0095	0.0265
O	0.025	0.0167	-0.0516
O	0.0249	0.0263	-0.0037
O	-0.0114	-0.0376	-0.0206
O	0.0063	-0.0031	-0.0167
O	-0.0441	-0.0002	-0.055
O	0.012	0.0042	0.0272
O	0.0551	-0.0852	0.1266
O	-0.0384	-0.0085	0.0362
O	-0.0062	0.0093	0.0436
O	-0.0133	0.0254	-0.0893
O	0.0439	0.019	0.091
O	0.0618	0.0105	0.0029
O	-0.1044	0.0301	-0.1047
O	0.0581	-0.2354	0.0114
O	0.0474	0.108	-0.0375
O	-0.0027	-0.0573	-0.0123
O	-0.0113	-0.0321	0.0255
O	-0.0033	-0.0395	-0.0524
O	0.0823	-0.0914	0.1713
O	-0.0599	-0.0403	0.0244

The program warned: the cutoff lies below the one the program advises for these potential files; the forces do not sum to zero within the program's tolerance; the exchange-correlation potential is rough where the density is thin.
